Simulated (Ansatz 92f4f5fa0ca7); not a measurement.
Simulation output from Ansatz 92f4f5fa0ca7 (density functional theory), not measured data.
Periodic cell of 264 atoms, Si152O112, from a study of silicon, its oxide and their interface. The atomic structure is a simulated model.
This geometry differs little from another in the collection (a relaxation step or a small displacement).

Settings: functional r2SCAN; potential files Ansatz PAW; basis plane waves; wave-function cutoff 800 eV; density cutoff ratio 5; exchange-correlation grid ratio 1; k mesh 1 x 1 x 1, shifted by 0.5 0.5 0 of a step; self-consistency stop 1e-10 eV per atom in the density residual; occupations fixed; spin none; net charge 0.

Cell vectors (angstrom)
a 10.888 0 0
b 0 10.888 0
c 0 0 37.8908

Atoms and the computed forces on them: element, x, y, z (angstrom), force x, y, z (eV/angstrom)
Si 0.2182 -0.2177 0.1272 -0.0113 0.0112 -0.0442
Si 3.0869 2.4395 -0.0389 -0.0044 0.01 -0.0614
Si -0.2985 5.8276 0.0385 0.009 -0.0032 -0.0488
Si 2.3522 8.3845 -0.0055 -0.0011 -0.0102 -0.0434
Si 5.3144 0.2132 0.0149 0.0123 -0.0014 -0.0368
Si 7.7406 3.104 0.0557 0.0059 -0.0096 -0.0539
Si 5.5371 5.2388 0.4231 -0.01 0.0086 -0.0434
Si 8.2939 7.9566 0.1467 -0.0077 0.0056 -0.0488
Si 1.4328 1.3731 1.3108 0.0014 0.0021 0.0001
Si 4.0352 3.941 1.5485 -0.0045 -0.0013 0.0053
Si 1.2959 6.8486 1.4159 0.0005 -0.0011 0.0032
Si 4.0727 9.4961 1.237 -0.0005 0.0001 0.0066
Si 6.7829 1.4083 1.3929 0.0006 -0.001 -0.0028
Si 9.4917 4.1294 1.2711 0.0005 0.0012 0.0003
Si 6.804 6.8187 1.5349 0.0013 0.0022 0.0063
Si 9.5074 9.5271 1.4124 -0.0003 -0.0006 0.0028
Si -0.0004 2.7446 2.6165 0.0009 0.0017 -0.0036
Si 2.7606 -0.0161 2.7005 0.0025 0.0003 -0.0045
Si -0.0403 8.1769 2.8147 -0.0006 -0.0009 -0.0042
Si 2.6644 5.4338 2.7282 -0.0022 -0.0001 -0.002
Si 5.4391 2.6513 2.8759 -0.0004 -0.0003 0.0007
Si 8.159 0.0375 2.7162 0.0001 0 -0.0021
Si 5.3883 8.2079 2.735 -0.002 0.0033 0.0002
Si 8.1953 5.425 2.805 0.0023 -0.0004 -0.0043
Si 1.3103 4.0813 4.0689 -0.0011 0.0007 0.002
Si 4.0722 1.294 4.1589 -0.0015 -0.0016 0.0021
Si 1.371 9.545 4.0882 0.0009 0.0015 0.0012
Si 4.051 6.801 4.0737 0.0001 0.0017 0.0021
Si 6.8123 4.0696 4.144 0.002 0.001 -0.0032
Si 9.5485 1.3902 4.0398 -0.0005 0.0006 -0.0021
Si 6.7788 9.5644 4.0767 -0.0012 0.0005 0.0032
Si 9.5208 6.7999 4.1628 -0.0015 0.0004 0.002
Si 0.0042 0.0262 5.4263 -0.0008 0.0008 -0.0004
Si 2.7012 2.7245 5.4302 -0.0025 0.0016 -0.0007
Si -0.0021 5.4281 5.4808 0.0007 0.0006 0.0002
Si 2.7071 8.1593 5.449 -0.0008 0.0009 -0.0017
Si 5.4501 -0.0193 5.504 -0.0011 0.0003 0.002
Si 8.1904 2.7079 5.459 -0.0001 -0.0006 -0.0025
Si 5.4293 5.4562 5.4492 -0.0001 0.0017 -0.0019
Si 8.1359 8.1914 5.4511 -0.0003 0.001 -0.0033
Si 1.3575 1.3732 6.7968 0.0012 0.0002 -0.0013
Si 4.0728 4.0806 6.8031 0.0009 0.0001 -0.0014
Si 1.3646 6.7921 6.8206 -0.0011 0.0014 -0.0011
Si 4.0772 9.5018 6.8159 -0.0003 0.0006 0.0002
Si 6.8242 1.358 6.8273 0.0002 0.0012 -0.0001
Si 9.5257 4.0742 6.8237 -0.0007 0.0006 -0.0002
Si 6.7856 6.8215 6.807 0.0003 -0.0002 0.0008
Si 9.5279 9.548 6.7964 0.0011 -0.0002 -0.0018
Si 0.0118 2.7231 8.1618 0.0008 0.0008 -0.0018
Si 2.7222 0.0036 8.1407 0.0004 0.0016 -0.0026
Si -0.0061 8.1614 8.1548 0 0.0002 -0.0007
Si 2.7323 5.4439 8.1842 0.0002 0.0009 -0.0003
Si 5.4567 2.7308 8.1662 -0.0005 0.0003 0.0003
Si 8.1798 0.0058 8.1883 -0.0001 0.0003 -0.0005
Si 5.4323 8.1655 8.1758 0.0006 0.0016 -0.0003
Si 8.1598 5.4531 8.1483 -0.0004 0.0011 0.001
Si 1.3525 4.0832 9.5242 0.0006 0.0017 0.0004
Si 4.0924 1.3483 9.5047 0.0003 0.0002 0.0009
Si 1.3835 9.514 9.4911 -0.0018 0.0006 0.0002
Si 4.0981 6.8088 9.5414 -0.0001 -0.0002 0.0012
Si 6.8179 4.1058 9.5226 -0.0008 0.0017 0.0004
Si 9.5572 1.3764 9.5261 -0.0003 0 0.0019
Si 6.7981 9.5213 9.5209 0.0005 -0.0006 0.0026
Si 9.5099 6.8047 9.5191 -0.0005 0.0021 0.0021
Si 0.0104 -0.0436 10.8381 -0.0006 0.0019 0.0016
Si 2.7306 2.7149 10.8472 0.0004 -0.0004 0.0015
Si -0.0075 5.4524 10.8823 -0.0005 0.001 -0.0015
Si 2.7485 8.1871 10.8871 0.0044 0.0007 -0.003
Si 5.4494 -0.0058 10.884 -0.0002 0.0016 -0.0036
Si 8.218 2.7737 10.8709 -0.0001 0.0039 -0.0018
Si 5.4774 5.4747 10.8979 0.001 0.0007 -0.0025
Si 8.1226 8.1396 10.883 -0.0007 -0.0004 -0.0044
Si 1.3951 1.2968 12.1656 0.0025 0.0011 0.0038
Si 4.0824 4.1118 12.177 0.001 0.0015 -0.0001
Si 1.3519 6.8378 12.2027 -0.0002 -0.0007 -0.0015
Si 4.1412 9.4923 12.294 -0.0016 -0.0025 -0.0042
Si 6.8488 1.3917 12.154 0.0001 0.0016 0.0007
Si 9.5314 4.1403 12.3077 -0.0007 -0.005 -0.0042
Si 6.8099 6.8098 12.3448 -0.0005 -0.0026 0.0001
Si 9.497 9.5039 12.1773 0.0012 -0.0008 -0.0005
Si 0.0388 2.6542 13.4846 -0.006 0.0031 0.0051
Si 2.7537 -0.0185 13.5779 -0.0026 -0.0007 0.0058
Si -0.0649 8.1459 13.5464 0 -0.001 -0.0028
Si 2.7477 5.5063 13.5314 0.0033 0.0038 -0.003
Si 5.5252 2.7992 13.4555 0.0018 0 -0.0035
Si 8.1642 0.0009 13.5129 -0.0004 0.0005 -0.0014
Si 5.4799 8.1612 13.7746 0.0003 0.0019 0.0038
Si 8.1893 5.5182 13.7715 0.0028 0.0014 0.0064
Si 1.5035 3.949 14.7317 -0.0107 0.0079 0.0193
Si 4.2616 1.3569 14.743 -0.0017 -0.0008 -0.0017
Si 1.2773 9.5193 14.8474 0.0009 0.0005 -0.007
Si 4.0321 6.7728 15.084 -0.0015 -0.0057 0.0017
Si 6.7735 4.0967 15.0012 -0.0012 -0.0009 0.0018
Si 9.5352 1.3379 14.8614 -0.0008 -0.0011 -0.0065
Si 6.938 9.5794 15.0631 0.002 -0.0012 -0.0026
Si 9.4916 6.9936 15.1686 0.0014 0.0033 -0.0039
Si -0.3157 -0.2934 16.1905 0.0067 0.0124 0.0293
Si 3.0989 2.865 16.0006 -0.0063 -0.0065 0.0391
Si -0.0033 5.8476 16.6647 -0.0116 -0.0091 0.047
Si 2.2918 7.931 16.2119 0.0024 0.003 0.0423
Si 5.7348 0.3224 16.1987 -0.0044 -0.0041 0.0409
Si 7.9664 2.4691 16.1886 0.0092 0.0067 0.0386
Si 5.1626 5.137 16.4051 0.0064 0.0039 0.0539
Si 8.802 8.9263 16.4012 -0.0034 -0.0029 0.058
Si 6.3417 0.4341 20.4583 0.0014 0.0068 0.0721
Si 7.9685 30.4986 19.5197 -0.0037 0.0105 0.1018
Si -6.4123 17.739 21.6501 -0.0044 -0.0036 0.0917
Si -3.1254 7.9304 29.2994 -0.0003 0.0008 -0.038
Si -1.053 11.3551 35.2771 0.0159 -0.0027 -0.0962
Si -2.6359 13.7377 20.9699 -0.0138 -0.0106 0.0891
Si -11.6985 19.788 21.9722 0.0197 -0.0016 0.0724
Si -21.2723 -6.6098 27.7701 -0.0074 -0.0024 -0.0137
Si -16.1136 9.553 22.9078 0.0036 -0.0056 0.061
Si -5.1926 -3.9738 18.8987 -0.0071 0.0056 0.0979
Si -8.349 14.6732 34.9647 0.0025 -0.004 -0.0959
Si 3.4245 11.2903 20.1773 0.0117 0.0088 0.0902
Si -2.4539 5.292 27.8961 0.0025 -0.0044 -0.0074
Si -15.6545 1.4725 26.2079 0.0013 0.0032 0.0127
Si -21.7565 12.0315 27.5914 0.0012 0.003 -0.0133
Si -6.7579 20.2735 18.1515 0.0141 -0.0048 0.0823
Si 2.8116 -2.4556 32.3398 -0.0107 0.0006 -0.0653
Si -17.3743 13.8425 24.38 0.0007 0.0007 0.0421
Si -20.1546 9.3504 26.9474 -0.0022 -0.0008 -0.0036
Si 1.2179 12.4033 18.1871 0.0144 0.0068 0.0859
Si -18.6868 20.8103 24.5169 -0.0051 -0.0009 0.0331
Si -15.3333 15.4996 22.8121 -0.0033 -0.0023 0.06
Si -20.0322 7.4962 22.9473 -0.0006 0.002 0.0566
Si 4.3747 5.4156 26.2074 0.0001 0.0021 0.0072
Si -11.5 12.0112 22.7182 0.0073 -0.0063 0.0526
Si 0.8147 6.3206 32.3873 0.0061 0.0033 -0.0719
Si -25.3616 5.9954 25.2606 -0.0038 -0.002 0.0305
Si -20.2244 6.5472 25.8085 0.0031 -0.0008 0.0284
Si -1.0353 14.594 18.481 -0.0095 -0.0063 0.0919
Si -13.4679 41.3891 24.4687 -0.0033 -0.0022 0.0416
Si 11.8955 1.0279 30.3929 0.0073 0.0029 -0.0489
Si -3.6905 -4.287 31.8762 0.015 0.0021 -0.0616
Si -0.0398 15.9217 34.9828 -0.0047 0.0027 -0.0949
Si 7.1337 9.7134 35.7171 0.0071 -0.0013 -0.0883
Si 0.3256 10.3188 32.8722 0.0024 -0.0062 -0.0808
Si -16.0337 23.6701 30.5718 -0.0043 -0.0037 -0.0523
Si -2.295 13.9473 34.9875 -0.0082 0.0132 -0.0955
Si -15.9067 32.1473 28.6752 -0.0005 -0.0006 -0.0213
Si 9.5712 -2.6435 31.5712 -0.0095 0.0005 -0.0472
Si 5.9105 14.7097 28.2046 0.0042 0.0033 -0.0195
Si -7.9349 9.6512 29.5602 0.0003 0.0101 -0.0353
Si -16.3909 8.0609 33.8606 -0.0105 -0.0086 -0.0937
Si 6.8665 14.5891 32.4992 -0.0122 0.0075 -0.0698
Si -1.9964 11.4899 25.4729 -0.0076 0.0077 0.0237
Si 3.9841 14.1699 32.299 0.0127 -0.0012 -0.0753
Si 1.7188 15.0027 30.5334 -0.0048 -0.013 -0.0505
Si -18.0006 28.266 35.968 0.011 -0.0067 -0.0992
Si 2.3543 23.1092 22.9228 -0.0032 0.0142 0.0618
O -1.5556 4.4922 -2.8552 0.0018 -0.0015 0.0306
O 4.6059 6.6099 -17.8389 0.0187 -0.0006 -0.0681
O 8.44 10.5465 -2.6041 -0.012 -0.0052 0.0328
O 4.1896 1.3049 -0.4461 -0.0002 -0.0047 0.024
O -6.3653 5.8869 -0.6516 0.0237 -0.0173 0.0505
O -18.6491 8.6235 -7.1155 -0.0028 -0.0147 0.039
O 0.6223 13.56 -10.485 -0.0004 -0.0002 0.0027
O 1.2683 9.5392 -0.448 0.0029 0.0002 0.0255
O 6.0574 -0.2765 -1.3591 -0.0233 0.018 0.0456
O 10.392 0.5816 -1.104 0.0185 -0.0077 0.0627
O 6.9983 2.508 -6.4892 0.0086 0.0142 0.0345
O 0.3812 5.4985 -1.4139 -0.0025 0.0121 0.0661
O 9.415 6.8894 -0.3639 -0.0027 0.0032 0.0254
O -4.7278 11.3562 -7.9477 0.0023 0.0103 0.0191
O 7.5667 8.4963 -1.2046 0.0111 -0.0176 0.0524
O -11.9022 9.5667 -5.489 0.011 0.0108 0.0294
O 11.3862 -17.2617 15.9074 0.0142 -0.0133 -0.0229
O -16.0317 3.4087 23.6227 0.0098 0.007 -0.0257
O -21.7449 -14.4021 31.4455 0.0031 -0.0043 0.0239
O -7.9726 6.7826 22.0778 0.0161 -0.0037 -0.0289
O 1.2581 6.8558 16.9194 0.0022 0.0082 -0.0225
O -0.6184 5.2322 18.0588 0.01 0.0152 -0.0484
O -18.6297 6.4719 26.1934 0.0004 -0.0014 -0.0059
O 4.8035 10.6645 17.4314 0.0162 0.0149 -0.0465
O 0.3036 11.1773 17.6235 -0.0167 -0.021 -0.0418
O -10.0967 4.9267 31.5789 -0.0057 0.016 0.0349
O 1.3078 6.5125 24.1868 0.0016 0.0049 -0.0259
O -6.0949 12.5533 25.2931 -0.0047 0.0017 -0.0139
O -1.6602 2.1223 22.0257 -0.015 0.014 -0.0406
O -3.4049 27.1577 23.7819 -0.0048 -0.0108 -0.0285
O -5.1789 16.9884 25.583 0.0052 -0.0006 -0.0074
O 8.6043 -2.1334 18.0313 0.0197 0.007 -0.0804
O -12.7708 19.4856 30.1003 0.0103 -0.0028 0.0277
O -11.9082 15.5157 28.2312 0.0013 0.0001 0.0038
O -5.7828 19.181 22.056 -0.0031 -0.0125 -0.0282
O 3.8773 15.0508 25.3116 0.0006 -0.0064 -0.0127
O -15.7278 21.7006 21.9714 0.0076 0.0141 -0.0481
O 11.449 18.8956 21.936 -0.0097 0.0048 -0.0238
O 4.058 25.7448 16.774 -0.0048 -0.0032 -0.0173
O 13.1389 1.9969 17.0683 0.0243 0.0239 -0.054
O -2.112 3.126 17.4302 -0.0179 -0.0152 -0.0532
O -15.8136 6.9976 32.805 -0.0181 0.0172 0.0417
O -20.9692 -0.1176 26.897 0.0004 -0.0006 -0.0019
O 2.795 19.7815 17.4222 -0.0186 -0.0162 -0.0427
O -19.4247 8.7999 23.6491 -0.0019 -0.0073 -0.0213
O 3.0996 5.3045 35.1033 0.0052 0.0158 0.0439
O -13.6771 -16.6931 26.3254 -0.0021 0.004 -0.0056
O 5.304 5.6531 22.3463 -0.0075 0.0122 -0.0317
O -20.1263 20.3181 32.802 -0.0072 0.0038 0.0188
O 0.457 22.4424 31.8547 -0.0108 -0.0137 0.0391
O -8.9445 9.0071 28.4848 0.0063 0.0011 0.0149
O 4.4692 23.652 31.6026 -0.0098 0.0103 0.0288
O 5.7953 16.5844 17.8282 -0.0077 -0.0233 -0.0597
O -14.906 7.0794 30.3602 -0.0011 -0.009 0.037
O -14.5211 -6.3346 28.7315 -0.0009 0.001 0.0054
O -8.726 1.0673 19.4238 -0.0285 0.0126 -0.06
O -5.5723 14.9927 32.6758 -0.0018 0.0009 0.0229
O -7.9092 -1.282 26.091 0.0054 0.0025 -0.0113
O -4.042 12.2874 16.7788 0.0001 -0.0015 -0.0179
O 1.5173 15.5351 29.0051 0.0056 -0.001 0.0268
O -26.3247 24.6493 26.9726 0.0005 -0.0014 0.0022
O -16.8661 1.043 19.9464 -0.0088 -0.0036 -0.03
O -2.9041 7.4405 25.3569 0.0017 0.006 -0.017
O -30.3144 11.0685 30.061 -0.0066 -0.0019 0.0154
O -7.8425 0.4605 21.7432 0.0116 -0.0125 -0.0626
O -3.8976 -0.8604 19.6911 0.01 -0.0205 -0.0332
O -3.9954 9.1181 28.6379 0.0037 -0.0028 0.0127
O -10.947 11.7071 29.1828 0.0067 0.0024 0.0202
O -18.5131 2.6138 23.2901 -0.0114 -0.0105 -0.0217
O -27.7485 18.1101 35.131 -0.0209 -0.0185 0.0603
O -7.2353 9.7623 19.6576 0.0019 -0.0126 -0.0566
O -8.5937 0.4083 24.2391 -0.0017 0.0049 -0.0231
O -23.5381 8.6659 20.6666 -0.0268 -0.002 -0.0616
O 7.0988 7.3387 19.6025 -0.005 -0.0029 -0.0291
O -1.4807 19.2764 23.3465 0.0087 0.0016 -0.0361
O -6.2689 20.8829 24.0472 0.0095 0 -0.0234
O -14.3921 -9.2371 20.3181 -0.0041 -0.0051 -0.0291
O -3.8937 20.0441 23.6778 -0.0128 0.0056 -0.0208
O -1.7643 14.5779 19.9122 0.027 0.0131 -0.0679
O -14.5088 14.8396 21.6107 0.0165 -0.0134 -0.0402
O -9.9372 7.9819 26.3446 0.0043 -0.0004 -0.0048
O -5.6747 -2.6851 18.0536 -0.0156 0.011 -0.0327
O -13.4112 17.7681 28.2269 -0.0022 0.008 0.0121
O -5.5791 13.7993 29.3835 0.0026 -0.0085 0.0252
O -1.0107 33.7244 24.2827 0.0097 0.0032 -0.0334
O -8.5674 28.6791 32.5859 -0.0008 0.0009 0.0235
O -10.0347 16.1384 26.5086 0.0031 0.0014 -0.0005
O -8.1606 18.4995 36.4869 -0.0094 0.0193 0.0463
O -6.5213 31.6223 28.8368 -0.005 -0.0003 0.0152
O 2.6886 13.9394 36.3926 0.0101 -0.0197 0.0698
O -13.2937 18.2983 32.4028 -0.005 0.0012 0.0299
O -4.4227 30.9267 34.3565 0.0157 0.0182 0.0503
O -1.4449 12.0194 26.9004 0.0033 -0.0038 -0.0054
O -4.9145 22.05 27.274 0.0001 -0.0026 0.005
O -2.0695 9.8759 25.4727 0.0004 -0.0015 -0.0133
O 1.3158 2.5797 30.4828 -0.0006 0.004 0.0157
O -7.6796 13.9094 33.6967 -0.0185 0.0055 0.0632
O 0.2603 2.742 18.6078 0.0098 -0.0079 -0.0378
O -0.5774 10.5132 22.0728 -0.0016 -0.0076 -0.0243
O 0.105 17.064 33.8412 -0.0116 -0.0176 0.0557
O 0.9704 14.7272 34.5918 -0.0011 0.0031 0.0299
O -18.5758 15.057 31.1852 0.0099 -0.0027 0.0319
O -12.1653 1.8924 34.5539 -0.0043 -0.003 0.0262
O 0.1224 21.5641 34.4174 -0.0185 0.0135 0.0558
O 6.6228 15.1387 37.5943 -0.0063 0.0066 0.0244
O -14.3733 14.073 33.922 0.0222 -0.0106 0.0545
O 8.0963 13.4656 36.4467 -0.0157 0.0012 0.0733
O -3.4862 1.1934 25.2624 0.0051 -0.0027 -0.0069
O 7.5928 15.9259 31.97 -0.0037 -0.0068 0.0281
O -6.1045 15.7679 27.6917 0.0012 -0.0009 0.0021
O -6.7632 8.8002 33.1875 0.0182 -0.0059 0.0362
O 0.8575 23.5534 22.5363 -0.0013 -0.0016 -0.0191

Results
free energy: -161110.890 eV
free energy less fixed offsets of O -570.45, Si -639.56 eV per atom: -7.370 eV

The program warned: the cutoff lies below the one the program advises for these potential files; the forces do not sum to zero within the program's tolerance; empty levels may hold ghost states of the PAW files; the exchange-correlation potential is rough where the density is thin.
